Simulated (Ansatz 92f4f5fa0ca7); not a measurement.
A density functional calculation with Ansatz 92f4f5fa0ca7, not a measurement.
Periodic cell of 222 atoms, Si131O89As2, from a study of silicon, its oxide and their interface. The atomic structure is a simulated model.
Doubt: the cutoff is far below the 930 eV that the study's wrapper takes by default for these files, so forces and energies are approximate.

Settings
functional: PBE
potential files: Ansatz PAW
basis: plane waves
wave-function cutoff: 580 eV
density cutoff ratio: 5
exchange-correlation grid ratio: 1
k mesh: 1 x 1 x 1, Gamma-centred
self-consistency stop: 5e-08 eV per atom in the density residual
occupations: fixed
spin: none
net charge: 0

Cell vectors (angstrom)
a  10.938  0  0
b  0  10.938  0
c  0  0  32.1988

Atoms: element, x, y, z (angstrom)
Si  10.6142  0.2394  24.857
Si  5.9034  10.5955  24.6206
As  2.4175  2.9119  24.3348
Si  8.4366  2.4934  24.808
As  0.4444  5.0459  24.8881
Si  5.117  5.7058  24.6839
Si  2.9302  8.0162  24.5851
Si  8.0551  8.2909  24.8344
Si  1.3441  1.4505  26.0054
Si  6.8551  1.302  26.0711
Si  3.9616  4.0625  25.9447
Si  9.5425  4.1164  26.128
Si  1.3793  6.9104  26.0649
Si  6.726  6.8067  26.071
Si  4.1421  9.5824  25.8999
Si  9.5046  9.5825  26.1816
Si  2.7505  0.0245  27.2863
Si  8.1554  -0.0062  27.5431
Si  -0.0026  2.7472  27.4676
Si  5.4139  2.7319  27.3134
Si  2.7193  5.4701  27.4126
Si  8.1375  5.4837  27.421
Si  -0.0058  8.2304  27.4456
Si  5.417  8.2324  27.4166
Si  4.0854  1.3663  28.7286
Si  9.571  1.3695  28.8304
Si  1.3598  4.1229  28.806
Si  6.7923  4.0746  28.7468
Si  4.0882  6.8388  28.7835
Si  9.5493  6.8371  28.7806
Si  1.4041  9.6057  28.741
Si  6.7779  9.5561  28.8393
Si  0.0175  -0.0065  30.15
Si  5.4374  0.0221  30.1553
Si  2.7363  2.7338  30.1349
Si  8.1837  2.7462  30.1486
Si  -0.0139  5.4788  30.1546
Si  5.4643  5.4684  30.1394
Si  2.7244  8.2145  30.1403
Si  8.1946  8.2037  30.1576
Si  1.3673  1.3673  31.515
Si  6.8362  1.3673  31.515
Si  4.1018  4.1018  31.515
Si  9.5708  4.1018  31.515
Si  1.3673  6.8362  31.515
Si  6.8362  6.8362  31.515
Si  4.1018  9.5708  31.515
Si  9.5708  9.5708  31.515
Si  2.7345  0  0.6835
Si  8.2035  0  0.6835
Si  0  2.7345  0.6835
Si  5.469  2.7345  0.6835
Si  2.7345  5.469  0.6835
Si  8.2035  5.469  0.6835
Si  0  8.2035  0.6835
Si  5.469  8.2035  0.6835
Si  4.1219  1.3603  2.0537
Si  9.5657  1.3574  2.0521
Si  1.3652  4.1239  2.036
Si  6.8479  4.0866  2.0578
Si  4.1043  6.8297  2.0538
Si  9.5779  6.8372  2.0517
Si  1.3803  9.5507  2.0506
Si  6.8302  9.5891  2.0491
Si  -0.007  -0.0348  3.3865
Si  5.4911  0.0122  3.4666
Si  2.7744  2.7847  3.3607
Si  8.1916  2.698  3.4475
Si  0.0193  5.4813  3.4329
Si  5.4828  5.4644  3.4064
Si  2.7674  8.2077  3.4454
Si  8.2081  8.2254  3.3804
Si  1.395  1.3869  4.6283
Si  6.8469  1.3486  4.9029
Si  4.1567  4.0833  4.8004
Si  9.5779  4.0829  4.7589
Si  1.4148  6.8309  4.8165
Si  6.8301  6.8831  4.7285
Si  4.1373  9.5756  4.8403
Si  9.5584  9.5498  4.789
Si  2.7473  0.1068  6.0558
Si  8.2074  -0.0627  6.2609
Si  0.0307  2.6686  6.0345
Si  5.4764  2.723  6.2874
Si  2.8159  5.4738  6.175
Si  8.1768  5.4755  6.0419
Si  0.0136  8.1846  6.1511
Si  5.5313  8.2186  6.2245
Si  3.8387  1.5673  7.5969
Si  9.8411  1.1383  7.444
Si  1.632  3.7933  7.3043
Si  6.6525  4.4106  7.4769
Si  4.4094  6.6291  7.5353
Si  9.3708  6.9448  7.4035
Si  1.1418  9.9149  7.2896
Si  7.1624  9.224  7.6601
O  8.3171  8.0874  7.9069
O  2.7203  2.7325  7.9498
O  9.5589  1.3915  24.2849
O  4.0121  6.8324  24.1371
O  0.0301  0.0239  7.95
O  5.5279  5.5063  8.025
O  7.0075  9.4203  24.2474
O  3.8678  7.3868  8.9208
O  0.8054  4.3667  8.59
O  9.8171  6.1741  8.8006
O  2.1107  9.3796  8.499
O  7.5049  3.9212  8.8033
O  4.2743  0.9113  9.0596
O  6.7332  9.5495  9.2146
O  9.2139  1.86  8.7869
O  7.7265  3.1609  23.4924
O  10.7993  5.6489  23.2487
O  5.5871  0.2401  23.119
O  5.8536  5.0776  23.354
O  3.4002  1.5328  23.534
O  2.2788  8.702  23.2179
O  8.7996  7.4847  23.6072
O  0.2104  10.3265  23.576
Si  4.5882  1.3478  22.4546
Si  3.5012  7.9007  14.0147
Si  7.1244  0.9323  14.6465
Si  0.9263  9.339  22.5141
Si  1.1904  4.2883  11.8682
Si  6.2834  8.9315  15.2858
Si  0.6859  1.3488  12.2864
Si  8.6188  4.9136  20.5189
Si  0.3299  5.7046  9.3565
Si  5.113  3.089  17.9226
Si  0.8909  3.7171  16.7404
Si  10.4025  2.811  19.2183
Si  5.2883  1.1655  10.3382
Si  0.9004  0.1513  19.8333
Si  6.6524  9.4442  10.8527
Si  9.3582  9.6507  18.3054
Si  9.4029  9.2195  12.5498
Si  6.5514  3.8229  22.5761
Si  2.4464  8.0618  9.371
Si  10.6102  7.3415  17.0615
Si  2.529  6.2591  16.5637
Si  10.1917  4.465  14.1771
Si  6.1641  9.1399  18.4816
Si  7.9715  2.5652  9.5722
Si  8.8888  2.1245  12.4392
Si  5.3579  6.2081  18.0481
Si  3.9546  0.5089  19.4285
Si  4.286  3.8218  12.0338
Si  5.5555  6.5791  12.1152
Si  8.0263  2.4692  17.2094
Si  4.3699  2.4582  14.9467
Si  1.5455  1.1914  15.2447
Si  1.5819  9.3941  12.0361
Si  8.0685  6.8201  13.8344
Si  10.395  9.807  15.4678
Si  9.9307  6.8736  22.5873
Si  8.1328  5.4582  17.4128
O  6.0548  7.9418  11.2738
O  6.0547  9.1483  16.8658
O  7.6886  1.3423  13.1783
O  0.8967  1.7303  13.8567
O  9.446  6.2309  16.8715
O  6.7812  6.1699  13.0999
O  5.1449  4.6251  18.5926
O  9.2408  2.1072  18.2605
O  2.3841  0.0663  19.0736
O  9.4232  10.2025  16.7437
O  2.7974  4.417  11.6941
O  5.0816  10.277  19.032
O  9.4375  3.2162  13.4848
O  0.4712  1.7408  19.9478
O  3.1582  1.3464  15.0463
O  8.1895  5.3749  19.0293
O  3.9137  6.5646  17.3702
O  4.5958  3.2587  16.3647
O  9.0791  5.642  14.2959
O  5.4109  2.7352  22.1839
O  10.6884  4.1246  15.6736
O  0.3371  3.8395  18.2725
O  10.443  10.4951  19.1932
O  9.6561  9.9945  14.0091
O  10.8917  8.1023  22.0917
O  1.1963  2.1328  16.5225
O  9.7127  3.6997  20.4047
O  8.1644  4.0024  16.6935
O  -0.029  9.0844  11.884
O  6.5967  2.3837  17.9937
O  5.5896  10.7013  11.1862
O  7.7697  9.556  18.8207
O  10.0378  1.0054  12.0437
O  1.3232  6.9443  9.0591
O  0.6391  4.7408  13.3401
O  5.7271  7.5843  18.9624
O  5.2432  5.0654  11.4942
O  2.7313  6.9498  15.1001
O  0.9228  2.7234  11.4527
O  0.8728  10.6598  15.5282
O  2.4222  8.5726  10.9063
O  4.7038  2.4127  11.2593
O  4.2639  3.4927  13.6634
O  2.2124  4.6499  16.4842
O  10.722  8.2205  15.6795
O  6.9411  10.2642  14.6447
O  2.3492  8.924  13.4169
O  8.0366  1.4987  15.89
O  4.1417  6.9694  12.8391
O  4.1851  1.9721  18.692
O  7.259  4.3805  21.2329
O  8.417  2.914  11.0964
O  1.1997  6.8377  17.3429
O  5.6557  1.5417  14.7341
O  8.1397  9.7345  11.5746
O  9.2035  6.2213  21.2858
O  8.9785  7.6841  12.8234
O  1.6637  0.101  11.877
O  6.6667  6.1102  17.0491
O  7.4107  7.7697  15.0018
O  1.2085  10.2731  21.2165
O  10.0599  8.1771  18.3402
O  4.0603  0.7591  21.0351
O  0.3447  5.3165  10.9223
O  6.705  1.5575  9.6292
O  4.7894  8.6815  14.6595

Results
free energy: -143605.773 eV
free energy less fixed offsets of As -4856.12, O -568.88, Si -635.61 eV per atom: 1.697 eV

Forces (eV/angstrom), in the order of the atoms: element, x, y, z
Si  0.0014  0.02  0.0259
Si  0.0285  0.0041  0.0204
As  -0.116  0.1476  -0.0141
Si  -0.0046  -0.0286  0.0293
As  0.0236  0.0623  -0.3162
Si  0.0166  -0.0123  0.0353
Si  -0.0366  -0.0304  0.0005
Si  0.0677  -0.0574  0.0335
Si  -0.0155  0.0363  0.0113
Si  0.0002  -0.0243  0.0019
Si  -0.014  0.0207  0.0005
Si  -0.0491  0.0238  -0.0332
Si  -0.0141  0.0486  0.005
Si  0.0025  0.0073  -0.028
Si  -0.004  -0.0143  0.0165
Si  -0.0127  0.0209  -0.0027
Si  0.0078  -0.0075  0.0097
Si  0.0045  0.0019  -0.0076
Si  0.0533  -0.0172  0.0117
Si  0.0252  -0.0066  0.0124
Si  -0.0004  -0.0125  0.0193
Si  -0.0178  -0.0218  0.0059
Si  0.034  0.0068  -0.0125
Si  0.0005  0.0018  0.0097
Si  0.0113  -0.0037  -0.0023
Si  -0.0404  0.0117  -0.0136
Si  -0.0014  -0.011  -0.015
Si  0.0041  0.0122  0.0089
Si  -0.0193  0.0222  -0.0037
Si  0.0006  0.0032  -0.0032
Si  -0.0166  -0.0172  0.0095
Si  0.0091  0.0168  -0.0247
Si  0.0267  0.0046  -0.005
Si  0.0031  0.0007  0.0081
Si  -0.009  0.0011  0.0191
Si  0.0079  -0.0069  -0.0022
Si  0.0059  0.0032  0.0125
Si  0.0001  -0.0234  0.0023
Si  0.019  -0.0021  -0.0023
Si  -0.0066  -0.001  0.0099
Si  0.0897  0.0427  0.004
Si  -0.0537  0.044  -0.0121
Si  -0.0094  -0.0479  -0.048
Si  -0.1275  0.066  -0.0071
Si  -0.081  0.1298  -0.0652
Si  0.0009  -0.0976  0.0273
Si  -0.1242  0.0149  0.0156
Si  0.0549  -0.0115  -0.0155
Si  0.0371  -0.0463  0.1111
Si  -0.0444  0.0594  -0.0948
Si  -0.0433  -0.0211  0.057
Si  0.1128  -0.0359  0.0065
Si  -0.0217  0.1343  -0.1407
Si  0.0747  -0.0903  0.1062
Si  0.0882  -0.1144  -0.0141
Si  -0.0164  0.0343  0.0567
Si  0.0018  0.0041  -0.0047
Si  -0.0011  -0.0057  0.0013
Si  0.0004  0.005  -0.0039
Si  -0.0009  -0.0023  -0.0014
Si  0.0044  -0.0003  0.0011
Si  0.0013  0.0021  -0.0058
Si  0.0026  -0.0019  -0.0031
Si  0.0013  -0.0001  -0.0018
Si  0.0136  0.0133  0.0142
Si  -0.0054  0.0011  -0.007
Si  -0.0095  -0.0225  0.0224
Si  0.0047  0.0098  -0.0081
Si  -0.0036  -0.0049  -0.0049
Si  0.0033  0.0008  0.0081
Si  -0.0099  -0.0029  -0.0112
Si  0.0002  -0.006  0.0142
Si  -0.0013  0.0008  -0.0243
Si  0.0016  -0.0041  0.0091
Si  0.0046  0.0069  -0.0104
Si  -0.0013  -0.0041  0.0033
Si  0.0056  0.0032  0.0036
Si  -0.0015  0.0003  -0.0098
Si  0.0048  0.0021  0.0141
Si  -0.0058  -0.0033  -0.0129
Si  0.0039  0.0036  -0.0033
Si  -0.0039  -0.0004  -0.0036
Si  0.0016  0.0014  -0.0005
Si  -0.0023  -0.006  -0.0037
Si  -0.0019  0.0014  -0.0015
Si  0.0028  -0.0016  -0.0019
Si  0.0019  -0.0045  -0.0024
Si  0.0018  0.0018  -0.0029
Si  -0.0025  -0.0041  0.0014
Si  0.0037  0.0079  0.0007
Si  -0.0075  -0.003  -0.0019
Si  0.0041  0.0097  0.0049
Si  0.0015  0.0019  0.0017
Si  -0.0041  -0.0035  0.003
Si  0.0012  0.0031  0.0039
Si  -0.0048  -0.0011  0.0046
O  -0.0012  -0.0007  0.0011
O  0.0045  -0.0054  0.0022
O  -0.0096  -0.0102  -0.0251
O  0.014  0.0069  -0.0108
O  0.0008  -0.0011  0.0023
O  0.0014  -0.0012  0.0024
O  -0.0706  0.048  -0.0632
O  0.0016  -0.0025  0.0007
O  0.0004  0.0019  0.0033
O  -0.0008  0.0014  -0.0012
O  -0.0018  0.0004  0.0002
O  -0.0031  0.0013  -0.0028
O  -0.0015  0.001  -0.0013
O  0.0021  -0.0002  -0.0045
O  0.0015  -0.0026  0.0013
O  -0.0119  0.0067  0.0018
O  -0.1138  0.1418  0.2554
O  0.0903  -0.0965  0.0362
O  -0.0043  0.0059  -0.018
O  -0.0511  -0.1918  0.0876
O  0.0082  0.0071  0.0023
O  0.0973  -0.0326  -0.0715
O  -0.0092  0.0064  0.0035
Si  0.0339  -0.0153  -0.1308
Si  -0.0003  -0.0005  -0.0028
Si  0.001  -0.0005  -0.0011
Si  0.0194  0.0097  -0.0118
Si  0.0005  0.0002  -0.0053
Si  -0.0002  -0.0001  -0.0028
Si  0.0011  -0.0011  -0.0036
Si  0.0027  -0.0311  -0.0156
Si  0.0017  -0.0014  -0.0044
Si  0.0003  -0.0009  0.0001
Si  -0.0013  -0.0029  0.0032
Si  0.0057  -0.0029  -0.0008
Si  0.0019  -0.0005  -0.0029
Si  0.0024  -0.0028  0.0034
Si  -0.0008  -0.0002  -0.003
Si  0.0055  -0.0005  -0.0011
Si  0.0007  0.0006  -0.0056
Si  0.0052  0.0021  0.006
Si  -0.0014  -0.0021  -0.0038
Si  0.002  -0.0017  0.001
Si  -0.0016  -0.0019  -0.0003
Si  0.0019  -0.0012  -0.001
Si  -0.001  0.0029  -0.0022
Si  -0.0005  -0.0038  -0.0036
Si  0.0006  -0.0001  -0.0034
Si  -0.0027  -0.0029  -0.0009
Si  -0.0015  -0.0021  -0.0003
Si  -0.001  -0.0004  -0.0048
Si  -0.0002  -0.0004  -0.005
Si  0.0009  -0.0027  0.0013
Si  -0.0012  -0.0017  -0.002
Si  -0.0003  0.0001  0.0007
Si  0.0007  0.0007  -0.0041
Si  0.0007  -0.0013  -0.0039
Si  0.0011  0.0012  -0.0018
Si  0.0645  -0.0717  0.1266
Si  0.0027  0  -0.0054
O  0.0003  0.0004  0.0024
O  -0.0003  -0.0001  0.0014
O  0  -0.0011  0.0019
O  -0.0001  -0.001  0.0006
O  -0.0012  -0.0007  -0.0012
O  0.0023  -0.001  0.0026
O  0.002  0.0007  -0.0015
O  0.0008  0  0.001
O  0.0015  0.0012  0.0022
O  -0.0018  0.0001  0.0003
O  0.0004  -0.0009  0.0029
O  -0.0004  -0.0012  -0.0021
O  0.0002  -0.0002  0.002
O  0.0034  -0.0053  -0.001
O  0.0016  0.0003  0.0009
O  -0.0066  0.0131  -0.0201
O  0.0033  0.0006  0.0013
O  0.0013  0  0.0013
O  -0.0011  -0.0001  0.0019
O  0.0648  0.0918  -0.0371
O  0  -0.0005  -0.0014
O  0.0005  0.001  -0.0027
O  -0.0015  0.0004  -0.0008
O  -0.0002  -0.0006  0.0028
O  -0.1012  -0.1111  0.0376
O  0.0003  0.0002  -0.0012
O  -0.0051  0.0066  0.0143
O  -0.0005  0.0036  -0.002
O  0.0002  -0.0007  0.0035
O  -0.0015  0.0011  0.0002
O  0.0005  -0.0003  0.0024
O  -0.0006  -0.0012  0.0023
O  -0.0008  -0.0011  0.0027
O  0.0007  -0.0001  0.0021
O  -0.0006  -0.0001  0.0017
O  0.0015  -0.0008  0.0031
O  0.0005  -0.0003  0.002
O  0  -0.0012  0.0007
O  0  -0.0002  0.003
O  -0.0006  -0.0015  -0.0006
O  0.0016  -0.0015  0.0004
O  0.0004  -0.0006  0.0018
O  0.0006  -0.0003  0.0022
O  0.0018  0.0005  -0.0007
O  0.0005  -0.0015  0.0004
O  0.0008  -0.0013  0.0005
O  0.0001  -0.0012  0.0016
O  0.0005  -0.0012  -0.0008
O  -0.0002  -0.0002  0.0017
O  0.0012  -0.0002  -0.0023
O  -0.0123  -0.0037  -0.0003
O  -0.0002  -0.0003  0.0009
O  0.0002  0.0005  -0.0014
O  0.0001  -0.0001  0.0001
O  -0.0004  -0.0005  0.0022
O  0.0393  0.0386  0.0472
O  0.0002  -0.0012  0.0024
O  0.0003  -0.0003  0.003
O  0  0.0001  -0.0003
O  0  0.001  0.0013
O  -0.0035  -0.0109  0.0025
O  -0.0022  -0.0005  0.0004
O  -0.0044  0.0085  -0.0254
O  -0.0005  0.0002  0.0015
O  0.0007  -0.0001  0.0025
O  0.002  -0.0001  0.0014

The program warned: the cutoff lies below the one the program advises for these potential files; the forces do not sum to zero within the program's tolerance; the exchange-correlation potential is rough where the density is thin.
